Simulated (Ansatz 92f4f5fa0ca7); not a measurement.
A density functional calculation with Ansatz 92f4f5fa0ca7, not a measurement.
Periodic cell of 219 atoms, Si133O78N8, from a study of silicon, its oxide and their interface. The atomic structure is a simulated model.
Doubt: the cutoff is far below the 930 eV that the study's wrapper takes by default for these files, so forces and energies are approximate.
This geometry differs little from another in the collection (a relaxation step or a small displacement).

Settings: functional PBE; potential files Ansatz PAW; basis plane waves; wave-function cutoff 580 eV; density cutoff ratio 5; exchange-correlation grid ratio 1; k mesh 1 x 1 x 1, Gamma-centred; self-consistency stop 5e-08 eV per atom in the density residual; occupations fixed; spin none; net charge 0.

Cell vectors (angstrom)
a 10.938 0 0
b 0 10.938 0
c 0 0 31.397

Atoms and the computed forces on them: element, x, y, z (angstrom), force x, y, z (eV/angstrom)
Si -0.1217 0.4303 24.0806 0.0091 -0.0266 0.0724
Si 5.7572 -0.3614 24.0461 -0.0568 0.0328 0.1151
Si 2.6423 2.9066 24.1944 -0.0031 -0.0025 0.121
Si 8.3497 2.4364 23.8845 -0.0226 -0.0088 0.0606
Si 0.2517 4.9848 23.7295 -0.0266 0.0115 0.0361
Si 5.2171 5.7154 23.7927 0.0038 -0.0557 0.1691
Si 2.9416 8.0826 23.7049 0.0221 0.0457 0.0322
Si 8.006 8.3831 23.886 0.0753 0.0623 0.1464
Si 1.377 1.4502 25.5176 -0.017 0.027 -0.0489
Si 6.9011 1.2479 25.3263 0.0262 -0.0139 -0.0617
Si 4.1585 4.2223 25.3335 0.0006 0.0798 -0.0962
Si 9.5149 4.0738 25.169 -0.0041 0.0192 -0.0137
Si 1.3449 6.7941 24.9721 -0.0007 0.005 0.0123
Si 6.8779 6.7753 25.1946 -0.0869 0.045 -0.1149
Si 4.0148 9.5518 25.2495 0.0058 -0.0037 -0.0894
Si 9.5938 9.6253 25.1716 -0.078 -0.0523 -0.0657
Si 2.7424 -0.0203 26.6746 0.0083 -0.0043 -0.0005
Si 8.2748 -0.0385 26.6742 0.0116 -0.0132 0.0102
Si -0.0735 2.8182 26.6877 0.0109 -0.0239 -0.0073
Si 5.5066 2.7229 26.5967 -0.0103 -0.0122 0.0223
Si 2.6755 5.5282 26.5929 0.0233 -0.0146 0.0023
Si 8.2109 5.451 26.5889 0.0308 -0.017 0.0338
Si 0.0226 8.1757 26.4909 -0.0072 0.011 -0.0018
Si 5.4714 8.1808 26.5733 0.0293 -0.0397 0.0519
Si 4.1018 1.3673 27.9788 0.2056 0.1456 0.0482
Si 9.5708 1.3673 27.9788 0.0853 0.1008 0.6186
Si 1.3673 4.1018 27.9788 -0.1363 0.5319 0.2717
Si 6.8362 4.1018 27.9788 0.2484 -0.1732 -0.0326
Si 4.1018 6.8362 27.9788 -0.1406 0.1859 -0.0944
Si 9.5708 6.8362 27.9788 0.1954 0.0203 -0.5069
Si 1.3673 9.5708 27.9788 -0.2076 -0.4544 -0.1143
Si 6.8362 9.5708 27.9788 -0.0652 -0.2558 -0.0209
Si 0 0 29.346 -0.0198 0.054 -0.0068
Si 5.469 0 29.346 0.0463 0.0927 -0.0071
Si 2.7345 2.7345 29.346 0.0498 -0.0258 -0.0534
Si 8.2035 2.7345 29.346 -0.0674 -0.0285 0.0545
Si 0 5.469 29.346 0.1253 0.0504 0.0573
Si 5.469 5.469 29.346 -0.0632 -0.0831 -0.0673
Si 2.7345 8.2035 29.346 -0.0032 -0.0208 0.014
Si 8.2035 8.2035 29.346 -0.0398 0.0148 -0.0392
Si 1.3673 1.3673 30.7133 0.0051 -0.0378 -0.0247
Si 6.8362 1.3673 30.7133 0.0499 -0.0177 -0.0048
Si 4.1018 4.1018 30.7133 -0.0489 -0.0002 -0.0157
Si 9.5708 4.1018 30.7133 -0.0109 -0.0379 -0.0205
Si 1.3673 6.8362 30.7133 -0.0062 -0.0028 0.0032
Si 6.8362 6.8362 30.7133 0.0477 0.0103 -0.0278
Si 4.1018 9.5708 30.7133 -0.0393 0.0116 -0.0271
Si 9.5708 9.5708 30.7133 -0.0118 0.0454 -0.0121
Si 2.7345 0 0.6835 0.0301 0.0858 0.0234
Si 8.2035 0 0.6835 -0.0482 0.0411 0.019
Si 0 2.7345 0.6835 0.0173 -0.0292 -0.0003
Si 5.469 2.7345 0.6835 0 -0.0086 0.0193
Si 2.7345 5.469 0.6835 0.0026 -0.0009 0.0217
Si 8.2035 5.469 0.6835 -0.0345 -0.0285 0.0315
Si 0 8.2035 0.6835 0 -0.0058 0.0001
Si 5.469 8.2035 0.6835 0.0127 -0.0248 0.0005
Si 4.1018 1.3673 2.0507 -0.0942 -0.1209 0.0786
Si 9.5708 1.3673 2.0507 0.016 0.0622 -0.0761
Si 1.3673 4.1018 2.0507 -0.017 -0.0773 -0.0265
Si 6.8362 4.1018 2.0507 0.0028 -0.0844 0.0553
Si 4.1018 6.8362 2.0507 0.0111 0.0435 -0.051
Si 9.5708 6.8362 2.0507 0.0997 0.1102 0.0638
Si 1.3673 9.5708 2.0507 -0.0696 -0.051 0.1095
Si 6.8362 9.5708 2.0507 0.0207 0.0175 -0.0592
Si 0 0 3.418 -0.3507 0.0615 0.2358
Si 5.469 0 3.418 -0.2594 -0.5043 -0.2856
Si 2.7345 2.7345 3.418 -0.4215 0.1113 0.1241
Si 8.2035 2.7345 3.418 0.5261 0.2011 -0.6721
Si 0 5.469 3.418 0.371 0.1122 0.3194
Si 5.469 5.469 3.418 -0.2429 0.2654 0.3254
Si 2.7345 8.2035 3.418 0.158 -0.5262 0.0426
Si 8.2035 8.2035 3.418 0.0611 0.329 0.0531
Si 1.2955 1.3982 4.8047 0.0074 -0.0106 0.0089
Si 6.8716 1.3464 4.6475 0.0062 -0.0186 -0.0091
Si 4.0178 4.1443 4.8007 -0.0058 -0.0128 -0.0105
Si 9.5471 4.1306 4.7722 0.0072 -0.0093 -0.0113
Si 1.468 6.7747 4.8787 0.0018 0.0006 -0.0154
Si 6.8408 6.8878 4.7912 -0.0012 0.0085 -0.0115
Si 4.1184 9.4878 4.7982 -0.0131 -0.0118 -0.0028
Si 9.5504 9.5766 4.8498 -0.0048 0.0043 -0.0216
Si 2.6813 -0.0601 6.0382 0.0036 -0.018 0.0109
Si 8.0525 0.041 6.1614 -0.016 0.0376 0.0774
Si -0.14 2.7461 6.2204 0.0056 0.0429 0.032
Si 5.5341 2.7496 5.8701 0.0328 0.0272 0.0372
Si 2.7358 5.3337 6.4962 0.0289 0.0348 -0.0117
Si 8.2169 5.5441 6.1291 0.003 0.0387 0.0001
Si 0.0666 8.1821 6.1605 0.0036 -0.0052 0.0013
Si 5.4704 8.1202 6.2863 0.0164 0.0213 0.0369
Si 4.2945 1.2254 7.0715 0.0096 -0.013 -0.0191
Si 8.955 1.8305 7.4339 0.0115 -0.0913 -0.1269
Si 0.9418 4.1372 7.8183 0.0344 -0.0859 -0.0217
Si 6.779 4.1311 7.3136 -0.0528 0.0018 -0.0169
Si 4.5761 6.3817 7.7581 -0.0316 0.0068 -0.0731
Si 9.8702 6.6016 7.4873 -0.0015 -0.0348 -0.0213
Si 1.3778 9.6 7.5427 0.0102 0.0033 -0.0224
Si 6.4631 9.8886 7.576 0.0045 -0.0128 -0.1416
N 5.7175 5.1302 8.4064 0.004 -0.0527 0.0493
O 2.1934 -2.302 8.5991 0.0086 0.0046 0.0158
O 1.5332 3.976 23.6622 0.0135 -0.0117 -0.0396
N 6.5242 9.1829 23.294 0.0411 -0.0593 -0.0351
N 0.8454 10.4977 20.3532 -0.0272 0.0198 -0.0438
O -1.3152 1.4339 23.5266 -0.0037 0.0024 -0.0426
N 5.1834 0.0853 8.1179 -0.0482 0.0382 0.064
O -0.1067 5.4 8.1601 -0.0496 0.0439 0.0238
O 9.2755 7.5246 8.7047 0.0105 -0.0122 -0.003
O 0.5715 10.6997 8.4684 -0.0104 0.0103 0.015
O 4.1746 7.0989 9.216 -0.0037 0.0187 0.0393
N 1.296 3.1296 9.3059 -0.0075 -0.0247 0.0638
O 3.487 2.4716 7.8488 -0.0155 0.0137 0.0176
O 7.8949 3.0274 7.9098 -0.0312 0.0262 0.0472
O 7.2631 9.2811 8.9039 0.0474 -0.0296 0.0661
N 15.2824 7.1448 23.1269 0.0349 0.0393 -0.0181
O 5.6681 4.698 22.5682 0.0227 -0.0355 -0.0582
O 7.647 2.9566 22.4742 -0.015 0.0098 -0.0376
O 13.2307 -2.0067 22.395 -0.0127 0.025 -0.0332
O 8.8637 7.8284 22.543 -0.0028 -0.0126 -0.0642
O 3.2628 2.2423 22.8412 0.0041 0.0011 -0.047
Si 8.5652 8.6282 9.6598 -0.0025 0.0352 0.0135
Si 2.6224 7.0589 12.5897 -0.0056 0.0057 -0.0072
Si 11.466 3.304 15.8774 0.0012 -0.0009 -0.0033
Si 1.8971 -0.5266 21.736 0.0054 -0.0153 0.0289
Si 4.6814 11.0599 9.792 -0.0087 0.0042 -0.0191
Si 12.3345 8.648 15.1065 0.0019 -0.0036 -0.0069
Si 12.2805 -1.3285 18.9518 0.0148 -0.0003 -0.0016
Si 8.0364 -3.349 21.1372 0.0002 0.0034 0.0166
Si 6.1617 0.4515 18.0941 -0.0067 -0.0025 0.0076
Si 2.9993 2.7089 9.3811 -0.0273 0.0227 -0.0234
Si 16.129 4.5168 9.975 -0.0162 -0.0154 -0.0168
Si 10.1788 0.0964 17.7306 0.0105 0.0015 -0.0013
Si 10.648 -10.0288 20.3558 0.0223 -0.0077 0.0219
Si 10.9606 14.8101 20.8301 -0.0127 0.0095 0.0158
Si 16.4556 -2.8014 22.2667 -0.051 -0.0076 -0.0577
Si -1.6732 7.913 14.8502 0.0024 -0.0003 -0.0023
Si 12.2004 6.9702 17.6825 0.0057 -0.0074 -0.0016
Si 13.0361 4.3118 18.5259 0.0012 0.0029 0.0066
Si -2.5488 4.981 19.5499 -0.0016 -0.0058 0.0167
Si 7.1816 13.0968 13.8835 -0.0004 0.0026 0.0009
Si 14.9555 2.4976 17.3472 0.0041 -0.001 0.0039
Si 8.4102 10.3735 19.8044 -0.0163 -0.0159 0.0097
Si 3.2059 8.2802 9.8229 0.0012 -0.0094 -0.0022
Si 7.96 -0.2901 15.6717 -0.0012 0.0018 -0.0034
Si 5.4223 6.1115 12.8231 -0.0001 0.0001 0.0008
Si 12.658 11.4059 16.3017 0.0011 0.0053 -0.0068
Si 4.8193 3.74 14.7274 0.0091 -0.0029 0.0043
Si 8.2093 -4.1199 12.2491 0.0002 0.0101 -0.0088
Si 17.3567 3.6232 21.5881 -0.0127 -0.002 -0.0027
Si 20.4543 -5.5052 16.759 -0.004 -0.0034 0.0019
Si 10.4137 0.1963 9.5957 0.003 -0.0017 0.0102
Si 15.0526 9.9955 20.053 -0.0063 0.0079 0.0381
Si 4.3274 1.4524 21.9217 0.0007 -0.0272 -0.0349
Si 19.7634 14.5924 11.9413 0.0184 -0.008 -0.0007
Si 11.5394 2.6761 10.8552 0.0367 -0.0261 -0.0509
Si 6.574 12.919 11.0285 -0.0083 -0.0009 -0.0139
Si 13.1265 3.8995 13.2127 -0.0017 -0.0063 -0.0125
O 3.516 1.2863 10.0878 0.0077 -0.016 -0.0061
O 10.851 17.0472 17.3928 0.0023 0.0044 -0.0062
O 19.0538 -8.4118 10.9739 0.0021 0.0066 0.0038
O 11.102 2.26 21.1574 0.0002 -0.0036 -0.0214
O 8.6783 6.4794 20.1606 -0.0045 -0.0092 -0.0145
O 9.6426 4.0246 19.9045 -0.002 0.0081 -0.0106
O 18.6102 11.6375 14.4025 0.0005 -0.0017 -0.0049
O 4.1552 3.6771 16.2137 0.0005 0.0002 -0.0057
O 16.2327 16.125 14.1629 -0.0032 -0.0037 -0.0069
O -1.5378 -1.0793 18.5877 0.0016 0.0055 -0.0076
O 8.4435 5.2454 11.8232 0.002 -0.0036 -0.0065
O 5.2836 2.5205 21.1007 0.002 0.0063 0.0063
O 6.5586 7.0636 21.6023 -0.0054 -0.0059 0.0029
O 6.7919 -4.0014 13.0237 -0.0037 -0.0045 -0.0019
O 1.1717 3.9017 14.497 -0.0035 -0.0001 0.0033
O 13.3307 5.8971 18.2106 -0.0025 0 -0.0044
O 10.7357 4.8718 22.1258 -0.0011 -0.0207 -0.0594
O 9.6175 -1.1327 10.126 -0.0003 -0.0062 -0.0152
O 16.4139 -9.0457 17.7688 -0.0013 -0.0002 -0.0056
O 5.0784 -0.4622 18.8606 0.0089 0.004 -0.016
O 6.1768 12.9726 12.6002 0.0034 0.0041 0.0036
O 0.6808 1.6547 15.7639 0.0026 -0.0017 -0.0019
O 18.3196 0.5416 19.1751 0.0012 -0.0005 -0.0094
O 7.7685 -1.9252 20.3848 0.0055 0.0091 -0.0099
O 8.1761 9.1102 15.1542 0.0006 -0.0003 -0.0048
O 6.1736 2.8433 14.9569 -0.0048 0.0052 -0.0054
O 10.3576 3.6284 11.4269 -0.0303 0.0112 0.0069
O -0.9636 4.0089 16.0317 0.0007 0.0012 -0.0045
O 11.1163 12.0105 10.7976 0.002 0.0082 0.0066
O 9.2976 0.3401 16.3921 0.0001 -0.0068 -0.0048
O 5.4215 0.6559 22.8094 0.02 -0.0033 -0.0093
O 8.1048 7.7965 10.9643 -0.0011 -0.0174 0.0104
O 9.2494 0.256 20.9464 -0.002 -0.0034 -0.0124
O 9.3595 1.1963 8.8861 0.0079 -0.0112 0.0389
O 10.7035 8.6047 15.1753 -0.0025 -0.0042 -0.0022
O 9.3156 7.4218 13.2851 0.0006 0.0014 0.0003
O 13.1642 5.4643 12.6879 0.0027 -0.003 -0.0046
O 12.9073 10.2089 15.1745 -0.005 -0.0032 -0.003
N 3.3857 0.2459 21.1079 0.0209 0.0094 -0.0275
O 11.7233 8.0745 18.7889 -0.0053 0 -0.0057
O 13.2921 7.6818 11.0894 -0.0032 -0.0054 0.0084
O 3.3961 3.3091 18.6355 0.0008 -0.0011 -0.0063
O 1.2925 -7.2562 17.2566 0.0002 -0.0026 -0.005
O 5.8531 13.9675 10.0314 0.013 -0.0062 0.0067
O 12.2754 4.2863 19.9654 0.0036 -0.0021 -0.0131
O 13.8618 9.296 19.2004 -0.0125 -0.0037 -0.0128
O 12.6958 2.8711 12.0103 0.0031 0.0112 0.0076
O 10.2967 1.3619 18.7891 -0.0056 -0.0001 -0.0066
O 4.0825 9.6042 10.2642 -0.0008 0.0019 -0.0058
O 3.1035 1.2223 16.7913 -0.0009 0.0006 -0.0024
O 14.5384 4.1247 9.9656 0.0102 0.0184 0.0038
O 12.7969 7.969 13.6975 -0.0011 -0.0005 0.0002
N 11.8258 10.5431 17.5487 0.0017 -0.0001 0.0028
O 11.906 11.1152 22.8673 0.0179 -0.0099 -0.0286
O 6.6969 -0.2518 16.7162 0.0033 0.0003 -0.0051
O 8.923 6.5621 15.7249 0.0036 0.0013 -0.0058
O 19.3129 5.1177 17.9091 0.0036 0.0019 -0.0107
O 12.8447 18.6615 16.367 -0.004 -0.0001 -0.0018
O 4.2244 7.1989 12.8358 0.005 -0.0041 -0.0042
O 8.4671 3.1139 13.4639 -0.006 0.0001 -0.008
O 6.0788 0.4872 10.5931 0.0068 0.0055 -0.0087
O 15.7923 8.9321 21.0262 -0.0027 0.0034 -0.0084
O 5.4828 5.3169 11.3749 0.0074 0.013 0.0206
O 14.5812 3.2944 13.6727 0.0068 0.0017 -0.0026
O 7.044 4.3241 20.2324 0.0148 0.0139 -0.0182

Results
free energy: -131991.553 eV
free energy less fixed offsets of N -385.13, O -568.88, Si -635.61 eV per atom: -1.743 eV

The program warned: the cutoff lies below the one the program advises for these potential files; the forces do not sum to zero within the program's tolerance; the exchange-correlation potential is rough where the density is thin.
